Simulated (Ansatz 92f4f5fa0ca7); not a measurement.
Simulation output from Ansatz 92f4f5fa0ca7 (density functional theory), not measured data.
Periodic cell of 157 atoms, Si96O55N6, from a study of silicon, its oxide and their interface. The atomic structure is a simulated model.

Settings
functional: r2SCAN
potential files: Ansatz norm-conserving
basis: plane waves
wave-function cutoff: 1300 eV
density cutoff ratio: 4
exchange-correlation grid ratio: 1
k mesh: 2 x 2 x 1, shifted by 0.5 0.5 0.5 of a step
self-consistency stop: 5e-08 eV per atom in the density residual
occupations: Fermi-Dirac, 0.05 eV
spin: none
net charge: 0

Cell vectors (angstrom)
a 10.88 0 0
b 0 10.88 0
c 0 0 22.5536

Atoms: element, x, y, z (angstrom)
Si -0.2631 -0.6791 -0.2763
Si 2.0913 2.8991 -0.3219
Si 0.1662 5.3296 0.3361
Si 3.2546 7.726 -0.1574
Si 5.6628 -0.1639 -0.0709
Si 8.8156 2.9268 -0.8268
Si 5.3256 5.3729 0.3731
Si 7.8717 8.4462 0.2322
Si 1.0431 1.0949 0.9051
Si 3.8709 3.6892 1.4027
Si 1.5942 6.889 1.4941
Si 4.3287 9.4587 1.311
Si 7.157 1.4717 0.943
Si 9.3777 4.0324 1.4064
Si 6.8667 6.6578 1.561
Si 9.3759 9.5764 1.5363
Si -0.0896 2.5754 2.4011
Si 2.7408 -0.0247 2.5035
Si 0.0176 8.1115 2.8095
Si 2.7615 5.2816 2.6724
Si 5.6034 2.5095 2.4626
Si 8.0346 0.1168 2.8011
Si 5.3787 8.1194 2.789
Si 8.1626 5.3209 2.8872
Si 1.245 4.0791 3.9388
Si 4.0427 1.4763 3.9332
Si 1.3484 9.5332 3.9911
Si 4.0011 6.7769 4.0592
Si 6.7077 4.0279 4.0777
Si 9.5835 1.4294 4.013
Si 6.8079 9.5596 4.129
Si 9.5629 6.7368 4.0795
Si -0.0954 -0.0686 5.3218
Si 2.7826 2.796 5.3133
Si -0.0238 5.4562 5.4523
Si 2.7606 8.1584 5.3548
Si 5.4257 0.0883 5.4787
Si 8.2334 2.7464 5.4851
Si 5.399 5.4784 5.5252
Si 8.1357 8.0815 5.4235
Si 1.3063 1.4154 6.4748
Si 4.0689 4.0462 6.8222
Si 1.3059 6.9277 6.6522
Si 4.2224 9.4826 6.7559
Si 6.9163 1.4438 6.8764
Si 9.51 4.2043 6.763
Si 6.7319 6.8381 6.9306
Si 9.429 9.5992 6.7148
Si -0.0805 2.6853 7.9633
Si 2.7218 0.1156 7.8995
Si -0.0627 8.2794 8.0214
Si 2.7525 5.5885 8.1902
Si 5.3992 2.5404 8.3209
Si 8.2342 -0.0537 8.4536
Si 5.5437 8.409 8.2809
Si 8.072 5.5342 8.2269
Si 1.3533 3.9862 9.2729
Si 4.1417 1.0883 9.5358
Si 1.3401 9.9421 9.2687
Si 3.8741 7.1421 9.5921
Si 6.6341 4.1902 9.7058
Si 9.696 1.3868 9.6833
Si 6.683 9.6605 9.8595
Si 9.7958 6.7874 9.384
Si 0.5573 0.491 11.0645
Si 2.6197 2.4879 10.7321
Si 0.0173 5.3124 10.8718
Si 2.3458 8.5931 10.807
Si 4.587 -0.2604 11.5244
Si 8.4822 3.1144 10.968
Si 5.5568 6.0267 10.8866
Si 8.2232 7.9019 10.7493
Si 2.5512 0.5639 15.7888
Si 1.9372 2.295 13.5907
Si 2.9771 7.6912 16.1423
Si 2.5097 9.0102 13.7582
Si 4.7848 2.8308 12.6711
Si 5.7087 5.6274 13.5282
Si 3.5895 4.3325 14.9208
Si 7.327 7.461 18.8797
Si 1.0278 4.9942 13.7209
Si 1.0938 0.3559 18.5667
Si -1.1201 9.4048 19.5162
Si 4.4915 5.1419 17.3951
Si 10.625 -2.0978 12.4297
Si 7.7797 -7.0842 13.6709
Si 8.4739 6.8897 13.7441
Si 11.0436 7.4808 15.0825
Si 3.9898 0.0228 19.6728
Si 8.8317 4.518 19.1567
Si 0.3551 13.8012 19.8836
Si 4.8726 6.2538 20.2831
Si 7.093 3.5225 16.7639
Si 5.2013 1.075 17.1864
Si 5.169 9.086 17.5573
Si 10.4197 7.522 21.2619
O -0.6586 2.2863 21.1385
O 0.7079 1.8834 18.7376
O 1.7654 3.2602 20.6365
O 4.7683 0.071 21.1175
O -0.0826 5.9496 21.3743
O 1.1279 4.0416 0.3344
O 3.63 7.2405 20.7551
O 4.2009 6.5495 0.5824
O 10.6684 -2.7792 19.739
O 4.4152 -5.5578 18.9843
O 6.3532 2.0726 16.9205
O 8.2139 4.1204 20.6384
O 5.3492 5.0323 21.282
O 4.4976 1.22 18.6841
O 4.6372 9.4973 19.0433
O 6.2693 7.0353 20.0106
O -2.628 -2.0811 19.0285
O -0.2481 -0.5167 12.1466
O 3.8691 3.4354 11.4369
O 0.8926 5.5165 12.2332
O 0.8889 8.0146 11.3797
N 3.1744 9.4481 12.1031
O 3.2621 7.7822 14.5205
N 1.7459 1.5214 11.9423
O 1.4254 1.3518 14.8525
O 8.356 2.6959 12.5923
N 6.0978 3.8954 13.2412
O 7.0313 6.7954 11.0848
N 3.5452 2.9467 13.8872
N 9.0487 7.946 12.4015
O 0.7131 -7.5049 13.7104
O 2.8801 -0.5617 14.6838
O 5.1331 1.2182 12.2843
O 6.0401 4.7638 17.0952
O 3.8892 6.5621 16.9205
O 4.787 5.4769 14.8956
N 11.6273 8.6353 13.853
O 1.809 0.0651 17.1066
O 10.9824 5.8758 14.7495
O 9.6859 4.2098 11.0992
O 13.3093 5.2614 14.3716
O 9.3283 7.7203 15.0515
O 3.5605 4.0271 16.5193
O 8.6188 5.18 13.4726
O 10.5738 10.3565 18.4933
O -1.1817 -0.6339 20.9164
O -6.1058 6.028 12.3107
O 1.3148 7.6197 16.2429
O -0.4834 4.0567 19.2111
O 0.3548 8.5699 22.2707
O 2.345 10.9497 19.6879
O 3.9785 1.293 16.1238
O 6.7411 9.3903 21.9583
O 6.8011 6.8169 13.8751
O 8.2161 3.7 17.8727
O 8.3162 -4.7551 18.8465
O 3.798 8.9502 16.758
O 8.8675 7.7188 21.6177
O 5.8829 -0.4129 17.0344
O 7.7016 3.4192 15.2568
O 6.2453 7.8762 17.6158

Results
free energy: -38567.373 eV
free energy less fixed offsets of N -289.75, O -463.61, Si -117.95 eV per atom: -7.123 eV
pressure: -2.87 GPa
stress xx, yy, zz, yz, xz, xy (GPa, positive in tension): 4.04, 2.18, 2.39, 1.9, 0.81, 1.2

Forces (eV/angstrom), in the order of the atoms: element, x, y, z
Si 0.3666 -0.8156 1.4808
Si 0.0953 0.53 1.1393
Si 0.3433 0.6887 1.5755
Si 1.2307 -1.4995 0.5758
Si 1.6278 -1.6894 -1.1448
Si -0.8612 1.6536 1.66
Si -1.2736 -0.9825 -0.3229
Si -0.7193 -0.9624 -1.2182
Si 1.4362 -0.8439 -0.5431
Si 1.2265 0.1475 -1.5205
Si -1.2376 -0.0447 -1.2493
Si -1.782 0.7601 -0.7356
Si -0.7992 -0.7643 -0.6945
Si -0.172 0.841 -1.9527
Si 0.0479 1.034 -0.6951
Si -0.0835 -0.1082 1.201
Si 0.6492 0.0037 1.1649
Si -0.7067 0.067 -0.304
Si -0.1404 0.3236 -1.2248
Si -0.0639 0.5602 0.6345
Si -0.3561 0.8888 0.5382
Si 0.9461 0.3857 -0.8998
Si 1.5552 -0.4582 0.4471
Si 0.0723 0.315 -0.4118
Si 0.2207 -0.6145 0.1882
Si 1.1702 -1.768 -0.2346
Si 0.6892 0.2539 0.3619
Si 0.4753 -1.1939 0.063
Si -0.082 -0.5444 0.5337
Si -1.0335 -0.3371 0.1888
Si -1.2379 -0.2802 0.0808
Si -0.4699 0.1461 0.3817
Si 0.8243 0.7855 -0.3009
Si -1.1935 0.7161 -0.3494
Si 0.7 -0.1464 -0.6664
Si -0.2389 0.8873 0.2909
Si 0.4133 0.2746 -0.596
Si -0.3178 0.4698 -0.9267
Si 0.0373 -0.3708 -0.5241
Si -0.1225 0.5152 0.2081
Si 0.2722 -0.2631 0.9832
Si 0.0467 0.3052 1.0083
Si 0.9064 -0.5348 1.2471
Si -1.4 0.6948 -0.2457
Si -0.2486 -1.1116 0.8116
Si -1.198 -0.3553 0.9313
Si 0.0926 0.6569 -0.5889
Si -0.674 -0.7978 0.9314
Si 0.4594 -0.0694 0.4202
Si 1.0324 0.1806 -0.78
Si 1.0883 0.8294 0.0295
Si -0.4705 -0.4618 -0.855
Si 1.0167 1.8135 -0.4457
Si -0.4947 0.9904 -0.837
Si -1.1267 -1.0665 0.195
Si 1.0998 -1.1508 0.3646
Si 0.3462 0.713 1.4712
Si -2.2558 -0.7413 0.0509
Si -0.5373 -0.7687 0.3923
Si 0.7722 -0.3391 -0.0142
Si 0.2929 -0.4224 0.0087
Si -0.4336 1.0084 0.1839
Si 0.9552 -0.4266 1.296
Si -1.2963 0.1086 0.6804
Si -0.8223 -0.3091 0.3717
Si 1.2906 0.7791 -1.2394
Si -0.0018 -2.0856 -1.7883
Si 0.1526 -0.2089 -0.7558
Si 0.2293 0.9674 -0.9026
Si 0.6844 -0.305 -0.0971
Si 0.2811 0.4454 -2.532
Si -0.6558 -0.1734 0.9666
Si -0.0293 0.0911 -1.3915
Si -1.7687 -1.5665 0.0746
Si 1.2585 -1.1151 0.0955
Si 0.0539 1.5554 -0.152
Si 0.082 -0.3744 0.3831
Si -0.7345 -0.4979 3.1145
Si 1.1382 0.2502 0.7205
Si -0.2133 -0.2164 -0.8351
Si -2.1777 -0.7228 1.1438
Si 1.7995 -1.5741 -1.3641
Si -1.8828 -0.5127 -1.0335
Si -0.5382 0.024 -0.7259
Si 1.4709 -1.5963 0.5444
Si -0.25 -1.3625 -0.1314
Si 0.172 0.2069 0.2194
Si -0.6701 0.5508 -1.4905
Si 1.6368 -1.4385 -0.5697
Si -2.0406 1.7376 -0.8085
Si 0.4101 -1.0025 2.2463
Si -0.0557 -1.3365 -1.2142
Si -1.4281 0.0432 -0.3082
Si -1.6988 -1.8522 0.484
Si 0.8308 1.2291 1.2398
Si 0.4272 0.371 -0.2836
O 0.1467 0.6066 -1.3502
O -0.4415 -0.1383 -0.2229
O 0.0456 -0.5844 -0.0898
O -0.8651 0.9676 0.0258
O 0.0481 0.4119 0.0294
O 0.459 -0.1265 -0.4839
O -0.0085 0.2285 1.4102
O -0.2602 0.8315 -0.7349
O 0.296 -1.0776 1.0191
O -0.1952 0.3544 0.9772
O 1.4281 2.2681 0.0185
O 0.8617 -1.6887 0.1902
O -0.335 1.1499 1.4216
O 0.3653 -0.1424 -0.2344
O -0.7854 0.7163 0.8527
O -0.6637 0.5674 0.501
O 1.518 0.9437 0.4413
O 0.0453 0.8362 -1.0779
O -0.2189 -0.6366 -0.3522
O -0.4917 0.5741 -0.9721
O -0.6736 0.7068 0.2447
N 0.6208 0.4168 1.0508
O -0.2906 0.2903 0.05
N 0.2318 0.8737 0.3329
O 1.7818 0.8274 0.2556
O -0.3824 0.3057 0.1586
N -0.221 0.9772 -0.9612
O -0.7565 -0.263 0.1484
N -0.4442 -0.2834 0.2419
N 0.58 -0.064 -0.0101
O 0.681 1.857 -0.2436
O 0.1458 -1.4314 -0.8149
O -0.5389 -0.246 0.6659
O 0.8346 -1.0344 -0.5191
O -1.8363 0.6868 -0.7128
O 0.9452 -1.107 -2.1799
N -0.1124 -1.1855 0.6962
O -0.8366 0.2991 1.4471
O 0.026 -0.0807 -0.8177
O 0.4203 0.9392 -0.0331
O 0.1511 0.2201 0.1214
O 0.4176 -1.7405 -1.0712
O 0.4148 0.4822 1.0298
O 0.1683 1.8912 0.5497
O 0.8581 0.4319 0.3319
O 0.1759 0.6582 -0.2819
O 0.0368 0.349 -0.2833
O 0.6257 0.2536 0.8235
O -0.9484 2.0807 -0.7817
O 0.0702 0.8642 -1.4332
O -1.0474 -0.3133 -0.2953
O -0.5692 -0.6719 0.2047
O 0.1517 0.6144 1.4675
O 0.9467 -0.2519 0.0738
O 1.1432 -0.002 1.151
O 0.9526 -1.1285 -0.1032
O -1.1178 -0.2336 -0.67
O -1.2141 -0.037 0.5963
O -0.4945 0.1816 -0.1898
O 0.5563 0.544 0.1972
O 1.1776 -0.3486 0.7827

The program warned: the forces do not sum to zero within the program's tolerance.
